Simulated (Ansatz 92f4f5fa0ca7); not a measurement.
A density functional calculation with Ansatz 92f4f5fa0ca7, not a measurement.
Periodic cell of 140 atoms, Si84O56, from a study of silicon, its oxide and their interface. The atomic structure is a simulated model.

Settings
functional: r2SCAN
potential files: Ansatz norm-conserving
basis: plane waves
wave-function cutoff: 1300 eV
density cutoff ratio: 4
exchange-correlation grid ratio: 1
k mesh: 2 x 2 x 1, shifted by 0.5 0.5 0.5 of a step
self-consistency stop: 5e-08 eV per atom in the density residual
occupations: Fermi-Dirac, 0.05 eV
spin: none
net charge: 0

Cell vectors (angstrom)
a 10.9176 -0.0709 0.0493
b -0.0709 10.9694 0.0243
c 0.092 0.0453 20.3816

Atoms and the computed forces on them: element, x, y, z (angstrom), force x, y, z (eV/angstrom)
Si -0.3029 -0.2387 -0.7231 0.081 -0.1439 -0.0768
Si 3.5504 4.6633 0.341 0.6839 -0.6434 -0.0512
Si 0.5771 5.3642 -0.1503 -0.8236 0.7945 0.6338
Si 2.9951 8.3556 0.0373 -0.909 0.2798 -0.419
Si 5.2489 2.3768 -1.8555 0.7587 0.5243 0.4388
Si 6.6063 0.6263 0.9608 -0.884 0.6588 0.1202
Si 4.3211 6.5949 -0.8787 0.8966 -0.2943 0.767
Si 6.85 6.9534 -0.9082 -0.9266 -0.2977 -1.3346
Si 1.6225 0.9254 1.4053 1.7982 1.5475 0.7828
Si 4.1047 2.3401 0.1885 -0.4465 1.5455 0.2488
Si 1.3234 7.0782 1.469 -0.4149 0.4565 -1.4869
Si 4.0014 9.6888 1.564 2.3309 -0.1927 -0.1194
Si 6.9071 0.7662 -1.6526 0.6771 -0.4444 -0.8661
Si 10.1007 4.0152 1.2584 -1.52 -1.1229 -1.8679
Si 7.2156 7.689 1.2138 -0.2049 0.0806 1.3168
Si 9.0451 9.2322 1.4129 -1.134 0.4622 0.7449
Si 0.3512 2.628 2.5134 0.1209 -0.5392 0.0231
Si 2.8361 -0.1718 3.1065 -1.0676 0.4989 -0.3158
Si -0.3408 8.1806 2.7522 1.7917 0.6718 0.4116
Si 2.6046 5.7277 2.8297 0.4087 -0.1818 1.3832
Si 5.4318 2.5075 2.3507 0.556 -0.722 -0.6805
Si 8.1947 0.0541 2.6614 -0.1777 -1.9757 -0.093
Si 5.3715 8.1438 2.7379 0.9157 1.6621 -0.0557
Si 8.3804 5.5377 3.0952 -1.9505 -0.0535 0.3999
Si 1.3125 4.1531 4.1036 0.5851 -0.2973 0.2016
Si 4.1565 1.5284 4.0538 0.7914 -1.3711 0.3516
Si 1.1146 9.5562 4.3541 0.4121 -0.8698 -0.7912
Si 4.0681 6.9175 4.2226 -0.5942 -0.933 -0.2727
Si 6.7022 4.0499 4.0287 0.792 -0.5396 -0.8559
Si 9.6446 1.4514 3.8558 0.2758 0.2674 0.8961
Si 6.8962 9.4599 4.2259 -0.6715 0.6937 -1.2797
Si 9.6076 6.8506 4.5347 -1.0555 1.2356 0.6949
Si -0.0648 0.1648 5.5253 -0.2576 0.0003 -1.1647
Si 2.7594 2.7234 5.4768 -1.0209 0.9781 -1.0147
Si 0.0674 5.5039 5.7151 0.6199 -0.3068 -0.1904
Si 2.6797 8.1146 5.635 -0.5832 1.0625 0.5773
Si 5.6048 -0.0292 5.4367 -0.4073 0.3058 -0.5014
Si 8.2107 2.7136 5.4028 0.1671 0.0527 -0.7333
Si 5.3973 5.401 5.4298 -0.1924 0.2407 0.2903
Si 8.144 8.3459 5.8706 0.8539 -0.3134 -1.2344
Si 1.5405 1.222 6.7985 0.0298 0.7318 -0.1547
Si 3.9194 4.1698 6.8275 0.8003 -1.1449 1.8138
Si 1.3627 6.8237 7.2562 -1.1379 0.534 -1.1175
Si 4.2812 9.4775 6.7606 -0.8917 0.3963 0.3546
Si 7.3364 0.9179 6.6837 0.5889 1.0146 0.015
Si 9.486 4.1298 6.9624 -0.0567 -0.8354 0.4737
Si 6.6957 6.8197 6.8313 0.385 -1.061 0.8729
Si 8.9896 10.3262 6.852 -0.3198 -0.5235 -0.1362
Si 0.4116 2.2751 8.5196 2.1172 -1.1691 1.406
Si 3.0084 -0.0567 8.0212 0.577 -1.5975 -0.0918
Si 0.1071 8.0032 9.0421 -0.9307 0.8271 -0.8579
Si 2.7231 5.5398 8.4575 0.9474 -0.9363 0.6411
Si 7.3274 2.1556 8.6992 -1.9787 0.4984 1.5183
Si 9.4309 -1.1493 9.0006 -0.4001 -1.3396 0.8842
Si 5.454 8.12 8.2878 0.0948 1.0565 0.5535
Si 7.8893 5.2384 8.2649 -0.8171 -0.2438 -0.5956
Si 1.5425 3.9366 9.8133 0.3502 0.0975 -0.2639
Si 4.4509 1.5474 8.8976 -0.0618 2.3655 -0.0668
Si 1.8249 9.3883 9.6232 1.7369 1.4119 0.8644
Si 3.9141 7.197 9.8019 0.5247 -0.242 -0.1964
Si 7.7736 5.9507 10.498 -0.6039 1.0196 0.3118
Si 10.8528 0.3518 10.0873 0.3409 0.6123 0.9353
Si 7.0462 9.0642 10.051 0.1124 0.2084 -0.2018
Si 10.1231 5.7186 11.0861 0.6474 1.133 -0.2406
Si 7.3136 -2.0702 14.9459 1.8827 1.5859 0.2329
Si 5.9542 -1.2487 16.6382 0.0873 -0.398 0.1224
Si -2.261 7.4976 16.9636 0.8812 -0.7838 0.0447
Si 6.5534 10.9304 12.5801 -0.0481 -1.2867 0.7357
Si 8.8591 1.8332 11.5181 -0.3777 -1.1362 -2.1198
Si 10.218 3.6025 15.9749 1.2459 -0.1519 1.4529
Si 15.0595 1.5416 13.7564 -0.1077 0.2301 0.0304
Si 13.2528 7.0355 17.4716 -1.0327 -1.253 0.8979
Si 5.3357 5.7423 11.2672 -1.1504 -1.4713 -0.7036
Si 0.2933 5.8857 17.9325 1.0281 2.0606 0.1508
Si -1.3477 4.3265 13.3038 0.6233 0.1218 0.957
Si 5.4676 3.6942 15.762 0.0967 -2.4907 1.3582
Si 5.5327 -4.4512 14.3285 -0.9064 -0.1212 -1.0076
Si 4.1076 -3.1621 15.4085 -1.5827 1.5327 -0.3198
Si 3.2507 14.1839 11.2269 -0.7635 -2.0723 0.0477
Si 2.0806 9.3828 18.1735 0.3323 -0.8071 0.3718
Si 9.2852 1.9104 18.0629 -1.6146 -0.5423 -0.8144
Si 3.4637 -0.3703 15.5752 0.6652 -0.2655 0.2913
Si 7.9166 4.0347 19.5946 1.0347 -2.865 1.3912
Si 8.2291 4.5744 15.7476 -0.589 0.6964 0.0353
O -10.3271 -1.0208 -1.8267 -0.6951 0.437 0.02
O -2.8836 6.1245 -4.166 -0.533 -1.159 0.8321
O 13.3488 10.347 -3.3434 0.4699 -0.0573 -0.2081
O 13.6562 1.3515 0.275 -0.7352 -0.1378 1.0137
O -3.576 -0.9489 -6.7369 -0.8408 -0.5317 0.4441
O -4.563 3.4432 -1.0603 -0.1188 0.0955 -0.3191
O 0.5529 10.9868 0.5985 -1.0457 -0.7769 -0.5277
O 5.2141 10.5801 0.6666 -0.2617 -0.1724 1.3183
O 7.7389 -5.4578 -0.9674 -0.0477 2.9361 -0.3923
O 9.8271 -5.9966 2.4699 -0.1186 0.3576 0.6613
O 8.5568 3.5369 0.6431 0.3757 0.6632 -0.1238
O 14.2802 9.0985 -5.5963 0.2083 -0.7227 0.6896
O 3.792 4.9422 1.9972 -0.5266 -0.3355 -1.4628
O 7.6394 -4.7806 1.7995 0.7011 -0.1244 0.4672
O 10.0359 2.0644 -3.7453 -0.6277 -0.5416 0.8564
O 14.3435 12.7303 -10.0532 0.0956 0.859 -0.2001
O -0.3459 7.3012 10.4623 -0.0955 -1.5443 0.6557
O 4.5191 4.245 11.0674 1.9369 2.0067 0.1928
O -0.8936 3.0746 8.1065 -1.8234 1.7495 -2.0504
O 9.0239 3.4341 18.5466 -0.6364 0.7393 -0.2317
O 5.113 11.5184 13.0662 0.4131 0.0988 -0.2296
O 1.1949 10.5707 10.638 -0.2873 -0.5434 -0.6689
O 4.9297 -2.629 16.7681 0.5052 1.3851 0.1476
O 3.0309 8.4979 10.4093 -0.2879 -0.4445 -0.5144
O 7.4428 7.602 10.6966 0.3698 -0.0328 0.1924
O 4.5589 2.8765 7.7841 -0.4424 -0.5299 0.5861
O 15.9556 -8.4779 14.75 0.4747 1.2249 -0.4787
O 17.977 3.4384 16.2015 -0.16 0.5214 -0.2654
O 11.1644 4.7041 10.3828 -1.0175 0.2273 0.0737
O 3.2022 13.4985 12.7303 0.2556 0.5696 -0.6874
O 17.9061 14.7129 8.6977 0.2827 -1.0859 -0.3781
O 3.0293 0.7986 14.57 -0.0662 0.0427 0.3212
O 10.6199 3.453 14.3819 -0.5761 1.0724 0.6382
O 11.1355 4.4625 17.1109 -0.5143 -0.786 -1.9588
O -5.5346 5.3104 15.3103 -0.0613 -0.2426 -0.4294
O 8.1672 4.7783 14.1123 1.5303 -0.8333 -1.363
O 5.8385 23.4217 9.5325 0.0444 0.0085 -1.2363
O 10.4359 5.4697 12.685 -1.0159 0.154 -0.0372
O 10.2402 0.9954 11.4931 -0.2597 -0.4735 -0.5803
O 10.1246 1.1654 19.1888 1.8522 -1.1677 0.503
O 8.3068 12.9081 9.9409 1.1073 0.0648 1.5788
O 7.6576 1.146 12.3106 0.0739 0.5183 0.098
O 5.1178 -4.8952 12.8131 0.9231 0.1686 0.7286
O 6.8137 -3.4887 14.3948 0.2643 -0.8149 -1.003
O 13.641 6.881 15.9064 0.0887 0.1877 -0.6005
O 15.9741 -0.1207 16.012 -0.8564 -0.401 0.8505
O 7.6239 7.8286 18.2014 -0.1509 -0.3673 0.144
O 8.6849 8.4867 15.7809 -0.7632 0.9402 -0.217
O -4.2329 -0.6175 17.9561 -0.5864 0.2868 -0.3137
O 3.621 6.2771 18.1172 -0.8551 0.6429 -0.478
O -0.7904 7.1242 17.5991 -0.5246 -0.4746 -0.2234
O 4.7372 3.1435 17.1533 0.4108 0.5192 0.6468
O 6.3804 -0.9542 11.2248 0.9124 -0.836 -0.8024
O 9.2685 3.1778 12.2267 -0.7601 1.0947 -0.3167
O 12.9593 4.4642 20.3615 1.027 -0.2608 -0.1349
O 9.3519 9.8349 20.2338 0.9347 -0.3468 0.0179

Results
free energy: -35862.948 eV
free energy less fixed offsets of O -463.61, Si -117.95 eV per atom: 7.012 eV
pressure: -1.47 GPa
stress xx, yy, zz, yz, xz, xy (GPa, positive in tension): 1.01, 0.79, 2.62, -0.65, 0.6, 0.63
